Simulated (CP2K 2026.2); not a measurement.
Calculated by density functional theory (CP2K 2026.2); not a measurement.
Periodic cell of 534 atoms, Si358O176, from a study of silicon, its oxide and their interface. The atomic structure is a simulated model.
Doubt: the forces sum to 2.00 eV/angstrom along one axis rather than to zero, so they err by at least 0.0038 eV/angstrom per atom on average; the grid cutoff is modest.

Settings: functional PBE; method Gaussian and plane waves; basis set DZVP-MOLOPT-SR-GTH; pseudopotentials GTH-PBE; grid cutoff 400 Ry, relative cutoff 50 Ry; k points Gamma only; occupations fixed; spin none; net charge 0.

Cell vectors (angstrom)
a	16.4025	0	0
b	0	16.4025	0
c	0	0	35.7815

Atoms and the computed forces on them: element, x, y, z (angstrom), force x, y, z (eV/angstrom)
Si	-0.83	0.715	-0.278	0.233	-0.217	-0.58
Si	2.812	3.37	-1.294	0.034	0.248	-0.198
Si	-0.741	5.914	0.339	-0.134	0.312	-0.377
Si	2.107	8.613	0.496	0.387	-0.603	0.107
Si	0.44	10.262	0.3	-0.362	0.338	0.112
Si	2.926	13.178	-0.013	-0.004	-0.041	0.015
Si	5.506	-0.341	-0.118	0.059	0.045	0.161
Si	7.707	3.43	0.153	-0.218	-0.019	0.151
Si	5.683	5.827	0.092	0.041	0.201	0.759
Si	8.643	7.823	0.262	-0.335	0.013	0.364
Si	4.908	10.748	0.005	-0.289	-0.304	-0.052
Si	7.345	13.558	-0.855	0.156	-0.044	0.408
Si	9.73	-0.935	-0.618	0.4	-0.284	0.546
Si	13.713	2.267	0.161	-0.238	0.274	0.164
Si	10.783	5.595	0.361	-0.258	0.041	0.097
Si	13.52	8.149	0.854	0.044	0.002	-0.771
Si	11.078	9.933	0.158	0.354	-0.252	0.275
Si	13.446	13.212	-0.868	0.023	-0.013	-0.191
Si	1.165	1.499	0.776	0.196	0.176	-0.14
Si	4.1	4.58	1.298	0.1	0.036	-0.067
Si	1.077	6.858	1.615	-0.159	0.036	-0.099
Si	3.874	9.563	1.725	-0.133	0.043	-0.225
Si	1.306	12.182	1.397	0.107	0.015	-0.023
Si	4.024	14.919	1.276	-0.098	-0.257	-0.18
Si	6.743	1.433	1.157	-0.057	0.037	-0.022
Si	9.421	4.199	1.65	-0.096	-0.093	-0.275
Si	6.939	6.995	1.627	-0.229	-0.181	-0.456
Si	9.574	9.307	1.753	0.144	-0.134	-0.459
Si	6.686	12.085	0.971	-0.111	0.055	0.005
Si	10.46	15.828	1.531	-0.282	0.061	0.032
Si	12.135	1.212	1.695	-0.069	-0.119	-0.141
Si	14.797	4.021	1.466	-0.008	-0.08	-0.017
Si	12.148	6.702	1.925	-0.095	-0.061	-0.131
Si	15.048	9.634	1.72	0.226	-0.097	-0.04
Si	12.503	12.5	1.193	-0.293	-0.378	0.594
Si	14.981	15.235	1.068	-0.06	0.106	0.271
Si	0.081	2.791	2.583	-0.081	0.113	0.099
Si	2.558	0.078	2.366	0.118	-0.061	0.122
Si	-0.114	8.214	3.097	0.159	0.061	0.079
Si	2.655	5.589	2.838	-0.027	0.055	0.114
Si	-0.095	13.763	2.525	0.158	-0.086	0.122
Si	2.631	11.028	2.997	-0.107	0.016	0.14
Si	5.292	2.801	2.553	0.088	-0.083	0.066
Si	8.316	0.164	2.599	0.019	-0.034	-0.222
Si	5.454	8.31	2.917	0.096	-0.057	-0.069
Si	8.129	5.538	3.037	0.039	0.101	0.072
Si	5.491	13.589	2.574	0.033	-0.111	0.138
Si	8.189	10.994	2.613	-0.093	0.122	-0.129
Si	10.841	2.755	2.919	0.019	0.152	0.001
Si	13.719	-0.063	2.822	0.022	0.103	0.2
Si	10.897	8.151	3.205	-0.054	-0.122	0.277
Si	13.595	5.319	3.036	0.017	-0.126	0.248
Si	11.15	13.854	2.66	-0.002	0.059	0.026
Si	13.697	11.145	2.827	-0.032	0.136	0.048
Si	1.347	4.104	4.123	0.052	0.027	-0.009
Si	3.958	1.36	3.905	0.08	0.171	-0.013
Si	1.317	9.609	4.351	0.001	0.009	-0.074
Si	4.059	6.903	4.225	0.074	-0.013	-0.004
Si	1.315	15.112	3.925	-0.122	0.091	-0.043
Si	4.13	12.398	4.168	0.017	0.011	-0.094
Si	6.667	4.064	4.143	0.05	0.054	-0.077
Si	9.459	1.414	4.228	0.062	-0.031	0.057
Si	6.85	9.723	4.167	-0.066	-0.031	-0.003
Si	9.49	6.81	4.473	-0.051	0.166	-0.08
Si	6.898	15.055	3.904	-0.016	0.01	-0.077
Si	9.592	12.436	3.954	0.172	-0.019	-0.139
Si	12.202	4.023	4.356	0.14	0.095	-0.053
Si	15.125	1.398	4.055	0.09	-0.087	-0.04
Si	12.338	9.692	4.249	-0.037	0.013	-0.171
Si	14.945	6.778	4.348	0.032	0.001	-0.041
Si	12.382	15.048	4.25	0.057	-0.058	0.069
Si	15.087	12.46	4.16	-0.172	-0.008	-0.117
Si	0.004	-0.011	11.005	0.01	-0.002	-0.01
Si	2.741	2.737	11.007	-0.016	-0.021	-0.013
Si	0.003	5.475	11.002	-0.004	0.003	0.009
Si	2.737	8.22	10.998	0.015	-0.04	0.009
Si	-0.008	10.938	10.992	0.009	-0.012	0.001
Si	2.747	13.67	11.002	0.029	0.03	-0.009
Si	5.475	0.004	10.996	0.023	0	-0.012
Si	8.195	2.731	10.993	0.023	0.019	-0.005
Si	5.467	5.479	11.012	-0.047	-0.02	0
Si	8.195	8.231	11.013	0.007	-0.022	0.011
Si	5.466	10.964	11.005	-0.008	0.001	-0.003
Si	8.179	13.675	11.006	0.027	-0.002	0.003
Si	10.906	-0.015	10.995	-0.006	0.009	0.006
Si	13.659	2.73	10.994	0.027	0.002	-0.001
Si	10.924	5.473	10.99	0.046	-0.006	0.017
Si	13.657	8.199	10.997	0.003	-0.007	0.006
Si	10.907	10.938	11.022	0.021	-0.022	0.01
Si	13.644	13.658	11.001	-0.01	0	-0.006
Si	1.374	1.361	12.353	0.005	0.061	0.001
Si	4.111	4.105	12.373	0.047	0.064	0
Si	1.379	6.843	12.365	0.004	0.045	0.004
Si	4.115	9.574	12.374	-0.019	-0.008	-0.018
Si	1.374	12.284	12.36	-0.021	-0.011	-0.003
Si	4.13	15.021	12.358	-0.039	0.006	-0.013
Si	6.846	1.364	12.37	-0.044	-0.041	-0.002
Si	9.578	4.095	12.363	-0.016	0.015	0
Si	6.844	6.852	12.378	0.04	0.031	-0.005
Si	9.57	9.558	12.409	-0.021	0.023	0.012
Si	6.844	12.296	12.396	-0.025	-0.016	0.001
Si	9.557	15.015	12.377	-0.017	-0.009	0.006
Si	12.291	1.349	12.348	-0.036	0.009	-0.025
Si	15.018	4.115	12.35	-0.014	-0.031	-0.002
Si	12.297	6.83	12.366	-0.003	-0.014	0.009
Si	15.034	9.554	12.359	-0.034	-0.038	-0.004
Si	12.287	12.283	12.38	0.038	0.015	0.009
Si	15.02	15.014	12.353	0.017	-0.005	0.001
Si	-0.022	2.727	13.681	0.02	0.002	-0.024
Si	2.76	-0.009	13.69	0.057	-0.073	-0.016
Si	0.009	8.202	13.734	-0.001	-0.009	0.008
Si	2.752	5.481	13.734	0.008	-0.047	0.019
Si	-0.03	13.626	13.706	-0.02	0.027	-0.011
Si	2.735	10.917	13.746	0.068	-0.01	0.005
Si	5.495	2.749	13.73	-0.06	-0.008	0.005
Si	8.208	-0.01	13.742	0.037	0.047	0.013
Si	5.491	8.221	13.762	-0.065	-0.048	0.017
Si	8.235	5.488	13.728	-0.052	-0.013	-0.015
Si	5.482	13.667	13.758	0.01	0.065	0.045
Si	8.202	10.917	13.78	0.026	-0.037	0.012
Si	10.965	2.73	13.729	0.056	-0.053	0.005
Si	13.63	-0.043	13.714	0.008	0.034	0.02
Si	10.945	8.171	13.768	0.052	-0.028	-0.008
Si	13.674	5.483	13.741	-0.043	0.022	0.036
Si	10.908	13.628	13.751	-0.006	0.03	0.017
Si	13.642	10.884	13.729	0.03	0.018	-0.017
Si	1.348	4.087	15.033	0.008	-0.034	0.014
Si	4.129	1.35	15.062	0.078	0.098	-0.072
Si	1.364	9.555	15.127	-0.048	-0.061	0.072
Si	4.13	6.842	15.12	0.092	0.078	0.029
Si	1.362	15.019	14.996	0.047	0.086	-0.015
Si	4.112	12.281	15.107	-0.084	-0.072	0.044
Si	6.881	4.125	15.084	0.023	0.049	-0.064
Si	9.616	1.341	15.084	-0.06	-0.052	0.011
Si	6.862	9.549	15.182	0.041	0.076	0.096
Si	9.61	6.791	15.156	-0.011	-0.023	0.112
Si	6.853	15.038	15.137	-0.086	-0.107	-0.006
Si	9.571	12.26	15.161	-0.028	0.018	0.053
Si	12.327	4.103	15.112	-0.022	-0.01	0.043
Si	15.005	1.354	15.025	-0.011	-0.004	-0.001
Si	12.314	9.52	15.144	0.012	-0.036	0.068
Si	15.06	6.84	15.113	0.014	0.043	0.045
Si	12.278	14.98	15.113	-0.044	-0.017	-0.009
Si	15.009	12.238	15.079	0.008	-0.009	0.034
Si	-0.044	-0.055	16.319	0.095	0.047	0.086
Si	2.66	2.652	16.354	-0.051	0.097	0.114
Si	0.03	5.438	16.444	0.025	0.001	-0.008
Si	2.734	8.179	16.5	0.001	0.06	0.016
Si	-0.015	10.932	16.498	-0.024	-0.055	0.024
Si	2.684	13.669	16.382	0.081	-0.031	0.035
Si	5.528	0.072	16.474	-0.046	0.051	0.05
Si	8.328	2.802	16.399	0.049	-0.064	0.12
Si	5.512	5.454	16.469	-0.041	-0.047	0.12
Si	8.245	8.136	16.554	-0.013	-0.021	-0.035
Si	5.495	10.965	16.537	0.005	-0.033	0.036
Si	8.213	13.657	16.519	0.11	-0.062	0.044
Si	10.934	-0.045	16.496	0.031	0.135	0.138
Si	13.729	2.742	16.444	-0.04	-0.128	0.071
Si	10.985	5.42	16.561	0.096	0.119	0.132
Si	13.752	8.221	16.531	-0.05	-0.069	0.139
Si	10.896	10.816	16.532	0.037	0.069	0.02
Si	13.581	13.513	16.448	0.04	0.01	0.046
Si	1.24	1.313	17.745	-0.033	-0.077	-0.025
Si	4.047	4.009	17.656	0.128	0.018	-0.212
Si	1.406	6.728	17.853	0.156	-0.108	0.015
Si	4.076	9.598	17.86	0.069	-0.055	-0.014
Si	1.297	12.379	17.823	0.01	0.156	-0.01
Si	4.022	15.088	17.676	0.099	0.055	-0.255
Si	7.04	1.466	17.785	0.055	-0.023	-0.256
Si	9.674	3.992	17.985	0.018	-0.155	0.007
Si	6.926	6.74	17.943	-0.182	-0.009	-0.095
Si	9.589	9.461	17.997	0.08	-0.073	0.108
Si	6.867	12.339	17.963	-0.068	-0.012	-0.095
Si	9.6	14.96	17.934	-0.237	0.043	-0.051
Si	12.37	1.358	17.787	-0.118	0.075	-0.215
Si	15.143	4.055	17.845	-0.006	-0.02	0.012
Si	12.436	6.794	17.888	0.015	-0.013	-0.172
Si	15.108	9.586	17.986	-0.05	0.029	0.167
Si	12.269	12.112	17.926	0.099	-0.033	0.052
Si	15.038	14.904	17.624	0.037	-0.013	-0.129
Si	-0.032	2.64	19.289	0.098	-0.063	0.1
Si	2.505	-0.172	19.038	-0.19	0.072	0.426
Si	0.201	8.162	19.244	-0.169	0.009	0.244
Si	2.753	5.243	19.18	-0.213	-0.158	0.035
Si	-0.211	13.638	19.211	0.005	0.005	0.334
Si	2.78	11.171	19.146	-0.047	-0.182	0.339
Si	5.428	2.685	18.981	-0.022	0.227	0.269
Si	8.541	0.273	19.24	0.236	-0.2	-0.09
Si	5.364	8.052	19.177	0.015	0.214	-0.105
Si	8.358	5.401	19.389	0.154	-0.168	0.366
Si	5.496	13.999	19.076	-0.071	-0.047	0.162
Si	8.11	10.774	19.359	-0.178	0.101	-0.112
Si	11.243	2.674	19.389	-0.045	-0.05	0.371
Si	13.716	-0.149	18.907	0.037	0.015	0.18
Si	11.115	8.101	19.334	0.062	-0.073	0.143
Si	13.878	5.434	19.233	-0.092	0.101	0.186
Si	10.896	13.459	19.273	-0.015	-0.01	0.097
Si	13.64	10.882	19.496	0.119	-0.195	0.32
Si	1.831	3.471	20.582	-0.04	0.066	0.442
Si	3.959	1.252	20.108	-0.104	0.034	0.165
Si	1.575	9.669	20.465	0.043	0.301	-0.249
Si	4.403	6.3	20.43	-0.076	-0.071	0.156
Si	0.801	15.259	20.558	0.028	0.033	-0.374
Si	4.042	12.822	20.387	0.272	0.118	-0.133
Si	5.858	4.36	20.639	-0.059	-0.304	0.168
Si	10.364	0.892	20.738	0.106	0.595	-0.23
Si	6.476	9.502	20.604	0.028	-0.428	0.045
Si	10.158	6.363	20.595	-0.17	0.256	0.056
Si	6.028	15.607	20.803	-0.183	0.249	0.29
Si	9.305	12.297	20.693	0.163	-0.009	0.275
Si	12.507	4.243	20.738	-0.013	-0.062	-0.276
Si	15.014	1.035	20.432	0.111	0.016	-0.039
Si	12.712	9.045	20.875	-0.249	0.176	-0.189
Si	15.096	6.909	20.608	0.277	-0.026	0.112
Si	12.44	14.891	20.281	-0.044	-0.085	0.148
Si	14.596	12.688	20.803	-0.19	0.072	-0.368
Si	1.425	-4.21	24.745	-0.034	0.17	0.409
Si	1.936	4.183	23.701	0.264	-0.199	0.22
Si	0.27	6.654	23.237	0.01	-0.16	0.316
Si	4.532	9.547	24.46	0.238	-0.049	0.377
Si	-1.438	8.691	24.66	-0.077	0.015	0.272
Si	2.405	14.198	22.691	0.008	-0.04	0.315
Si	9.811	0.149	23.443	0.017	0.077	0.307
Si	10.708	2.175	27.704	0.048	-0.049	0.025
Si	7.246	5.611	24.457	0.189	-0.054	-0.018
Si	5.618	10.955	22.163	-0.156	0.511	0.055
Si	7.025	8.157	23.347	0.234	-0.285	0.394
Si	7.599	16.653	25.774	-0.261	0.061	0.084
Si	13.866	2.462	22.918	0.067	-0.014	0.227
Si	12.114	1.051	25.169	0.116	-0.137	0.113
Si	19.286	8.016	22.506	-0.033	-0.257	0.228
Si	11.246	7.71	28.046	0.056	0.087	-0.113
Si	16.055	10.832	22.735	-0.019	-0.012	0.168
Si	0.114	-2.032	26.205	0.082	0.171	-0.024
Si	5.059	3.575	23.624	-0.067	0.147	0.422
Si	7.096	5.608	27.389	0	0.103	-0.2
Si	6.911	10.33	28.572	-0.065	-0.039	-0.078
Si	3.484	11.138	26.929	-0.067	-0.017	0.119
Si	-1.249	17.051	29.773	0.067	0.147	-0.153
Si	4.222	-1.821	30.837	0.032	0.12	-0.239
Si	12.504	1.913	30.166	0.092	0	-0.078
Si	9.559	7.041	23.584	-0.11	-0.194	0.364
Si	8.017	14.386	22.379	-0.082	0.095	0.245
Si	8.625	11.42	26.415	-0.078	-0.004	0.187
Si	8.126	14.203	27.779	-0.067	-0.052	0.012
Si	14.835	0.354	26.602	0.149	0.176	-0.059
Si	21.248	1.104	25.46	-0.168	-0.018	0.079
Si	11.997	8.819	23.971	-0.06	-0.126	0.165
Si	12.516	11.874	28.666	0.03	-0.083	-0.09
Si	18.363	9.639	29.292	-0.04	-0.015	-0.042
Si	-3.205	4.077	32.293	0.054	-0.013	-0.237
Si	0.067	2.03	24.667	0.045	-0.142	0.347
Si	0.96	2.373	30.657	0.139	0.171	-0.261
Si	2.139	-0.227	24.861	-0.125	0.176	0.351
Si	-0.621	9.599	27.632	0.088	-0.002	0.055
Si	3.587	7.509	31.147	-0.261	-0.089	-0.199
Si	6.137	0.461	30.977	0.042	-0.052	-0.25
Si	8.415	-4.54	23.408	0.215	-0.115	0.156
Si	8.296	1.615	29.38	-0.111	-0.012	-0.186
Si	10.097	5.158	28.263	-0.076	-0.126	-0.241
Si	5.399	12.828	28.61	-0.039	0.104	-0.069
Si	8.945	8.676	29.767	0.009	-0.073	-0.165
Si	9.911	2.425	31.529	-0.066	0.006	-0.448
Si	15.448	-3.749	28.553	0.047	-0.122	-0.135
Si	13.668	8.416	32.505	0.254	-0.077	-0.175
Si	15.525	5.855	33.081	0.258	0.236	-0.118
Si	13.423	8.992	29.537	0.046	0.128	-0.187
Si	11.389	10.269	26.434	-0.038	-0.005	-0.095
Si	3.446	0.824	30.506	-0.133	0.173	-0.405
Si	4.613	1.348	33.231	0.037	0.075	-0.477
Si	6.524	2.576	27.205	-0.106	-0.018	-0.074
Si	4.255	8.157	34.169	-0.071	-0.005	0.11
Si	2.066	14.01	32.852	0.221	-0.142	-0.346
Si	0.464	11.823	31.143	0.179	-0.111	-0.363
Si	9.437	1.799	34.167	-0.422	-0.033	-0.201
Si	10.794	5.282	31.431	-0.013	0.173	-0.305
Si	6.217	7.59	29.443	-0.1	-0.013	-0.113
Si	9.161	9.394	33.668	0.616	-0.072	-0.319
Si	8.731	12.181	32.586	0.24	0.227	-0.078
Si	10.052	13.419	30.15	0.051	0.011	-0.098
Si	12.223	3.302	34.367	0.076	0.34	-0.02
Si	16.538	0.14	32.436	0.066	0.205	-0.471
Si	10.456	8.085	32.289	-0.349	0.222	0.174
Si	18.123	5.069	31.94	0.059	0.156	-0.288
Si	11.096	13.944	32.943	-0.352	0.056	-0.174
Si	15.187	10.867	33.563	0.098	-0.278	-0.326
O	1.257	-1.014	32.6	-0.102	0.123	0.225
O	-0.682	0.288	33.848	-0.152	0.122	0.626
O	3.119	4.334	35.751	-0.347	-0.024	0.016
O	4.214	2.81	33.828	0.033	0.046	0.094
O	-0.293	5.569	34.575	0.08	-0.142	0.031
O	1.277	3.957	30.82	-0.023	-0.211	-0.065
O	2.112	4.261	33.305	0.242	-0.111	0.235
O	3.904	8.213	32.579	0.252	0.01	0.156
O	0.06	10.422	34.473	0.362	-0.182	-0.191
O	2.775	8.047	34.86	0.033	-0.004	0.095
O	3.935	11.972	35.167	0.081	0.2	0.451
O	2.132	13.785	34.456	-0.029	-0.076	0.149
O	6.348	-1.544	34.873	-0.184	-0.008	0.01
O	4.575	0.314	34.472	0.176	0.12	0.011
O	8.923	0.49	34.99	0.063	0.239	-0.326
O	9.155	1.492	32.599	0.203	-0.093	0.215
O	5.132	6.831	34.658	0.036	-0.098	-0.213
O	6.698	4.633	35.322	0.342	-0.511	0.114
O	8.122	8.672	34.704	-0.431	0.161	0.087
O	10.086	8.868	30.889	0.165	-0.097	0.035
O	5.993	8.988	28.62	-0.042	0.141	-0.027
O	5.025	9.563	34.585	0.099	0.3	0.231
O	10.145	12.658	33.278	0.115	-0.285	0.241
O	7.523	12.977	33.387	0.031	-0.314	-0.12
O	8.791	-2.244	35.434	-0.176	0.054	0.05
O	10.595	-1.138	33.784	-0.293	0	0.082
O	18.33	2.161	35.17	-0.279	-0.432	0.506
O	14.218	-1.891	35.54	-0.003	0.352	-0.112
O	9.774	6.741	35.429	-0.175	-0.21	0.432
O	11.598	4.759	34.962	0.229	-0.48	-0.267
O	14.497	7.082	35.793	0.377	-0.296	0.221
O	12.418	8.996	35.687	-0.036	0.32	0.173
O	8.456	10.586	32.776	-0.311	-0.206	0.302
O	11.371	11.437	36.432	0.1	0.46	-0.047
O	14.537	12.154	34.305	-0.229	0.034	0.082
O	12.572	13.622	33.555	0.133	-0.196	0.15
O	1.5	3.891	22.157	-0.308	-0.022	-0.449
O	1.224	5.604	24.031	-0.003	0.065	-0.209
O	4.828	0.289	21.156	0.213	-0.274	-0.247
O	2.947	2.28	20.941	0.054	0.329	-0.15
O	2.9	9.212	21.387	-0.05	-0.083	-0.218
O	0.369	10.349	21.364	0.064	-0.15	-0.106
O	7.493	4.654	20.655	0.027	0.389	-0.649
O	3.738	6.755	21.918	0.19	-0.058	0.105
O	0.945	14.508	22.045	0.013	0.078	-0.196
O	2.439	12.957	23.734	0.33	0.016	-0.103
O	7.35	16.455	20.355	-0.003	-0.046	0.266
O	3.282	13.937	21.353	0.045	-0.009	-0.007
O	5.411	3.629	22.048	-0.039	-0.148	-0.445
O	8.89	5.611	24.134	-0.046	0.022	-0.167
O	9.923	1.35	22.309	0.127	-0.152	-0.385
O	9.167	-2.097	29.065	0.213	-0.047	0.143
O	7.094	11.139	22.834	-0.144	-0.068	0.193
O	7.145	8.518	21.78	-0.153	0.157	-0.166
O	11.301	5.293	21.181	-0.089	0.147	-0.038
O	9.553	7.02	21.967	0.034	0.118	-0.289
O	6.538	15.062	22.282	0.132	-0.032	0.016
O	11.532	16.115	20.993	-0.017	-0.079	0.062
O	9.617	11.737	22.271	-0.241	-0.04	-0.283
O	8.21	13.527	20.986	-0.186	0.17	-0.259
O	13.286	3.8	22.159	-0.094	-0.017	-0.205
O	12.813	2.075	24.106	-0.159	-0.083	-0.244
O	14.018	1.359	21.724	0.075	-0.098	-0.476
O	16.24	0.112	21.042	0.05	-0.251	-0.302
O	13.914	7.936	21.165	0.06	0.248	-0.06
O	12.078	9.288	22.401	-0.086	-0.05	-0.332
O	15.747	7.297	24.4	0.084	-0.084	-0.014
O	15.765	6.157	21.963	-0.419	-0.058	-0.564
O	13.494	13.918	21.204	-0.001	0.101	-0.392
O	11.034	18.138	26.18	-0.087	-0.113	-0.07
O	15.076	9.718	23.395	0.065	0.12	-0.366
O	15.182	12.144	22.271	-0.134	-0.035	0.107
O	0.145	-3.283	25.169	0.193	-0.129	-0.048
O	0.799	-5.42	23.884	0.171	-0.115	-0.262
O	5.001	2.034	24.133	0.069	0.007	-0.399
O	1.238	3.161	24.785	-0.005	0.094	-0.21
O	6.461	4.163	27.093	0.082	0.111	-0.15
O	5.057	1.986	26.829	0.214	-0.14	0.108
O	6.039	8.948	24.361	0.172	-0.028	-0.073
O	3.443	8.432	23.985	-0.193	-0.018	-0.156
O	-0.813	9.301	26.043	-0.038	-0.062	-0.259
O	1.282	7.763	22.615	0.175	0.333	-0.146
O	3.185	15.655	30.133	0.179	0.106	0.292
O	-1.074	15.408	25.827	0.049	0.059	0.091
O	8.585	0.273	24.501	0.16	-0.148	-0.096
O	2.866	-0.922	23.582	0.23	0.033	-0.167
O	7.627	1.824	26.256	0.138	-0.181	-0.015
O	12.067	2.199	28.618	-0.039	0.201	0.019
O	6.542	6.588	23.361	0.021	0.003	-0.325
O	6.362	4.245	24.386	0.065	-0.003	-0.083
O	5.206	12.328	21.434	0.049	-0.303	0.279
O	8.517	8.237	24.018	-0.013	0.078	-0.041
O	8.76	11.198	24.825	0.135	-0.019	-0.109
O	7.268	10.743	27.029	0.106	0.018	-0.276
O	9.912	10.633	26.998	0.136	0.122	0.182
O	6.088	11.522	29.284	-0.026	-0.081	0.212
O	15.364	2.576	23.59	-0.187	0.056	-0.101
O	15.669	1.676	26.066	-0.094	-0.059	0.174
O	11.011	7.5	24.152	0.099	0.025	0.076
O	11.225	-0.018	24.281	0.009	0.14	-0.333
O	13.384	8.332	24.682	-0.156	0.043	-0.006
O	8.666	13	26.816	0.21	-0.014	0.008
O	8.041	13.423	23.696	-0.124	0.22	-0.165
O	20.901	12.37	27.312	0.168	0.198	0.117
O	14.561	8.853	28.39	-0.089	-0.081	0.159
O	0.906	0.676	24.276	-0.087	-0.311	-0.375
O	-0.187	-2.594	27.699	0.15	-0.04	0.087
O	3.569	4.229	23.936	-0.043	0.163	-0.125
O	5.668	-1.104	31.158	-0.031	-0.034	-0.05
O	7.14	6.317	25.928	-0.093	-0.021	0.032
O	8.543	5.574	28.099	-0.015	0.102	-0.075
O	3.025	10.417	28.319	0.286	0.025	0.136
O	4.235	10.044	25.975	0.222	-0.158	-0.152
O	4.501	10.753	23.364	0.186	0.021	-0.415
O	-0.679	11.213	27.842	0.18	0.194	-0.215
O	1.55	15.154	26.017	0.113	0.128	-0.131
O	3.583	14.074	32.237	0.165	0.092	0.127
O	6.013	-0.064	25.413	-0.002	-0.202	0.131
O	2.198	-4.696	26.097	-0.013	0.267	-0.293
O	13.263	0.446	26.163	-0.025	-0.128	0.117
O	10.182	3.696	27.591	-0.275	0.038	-0.219
O	9.539	1.213	28.378	-0.128	0.035	0.165
O	10.518	5.167	29.834	-0.116	0.075	0.215
O	11.782	8.774	26.953	0.248	-0.035	-0.14
O	11.503	10.156	24.809	-0.192	0.175	-0.034
O	6.568	13.905	28.217	-0.057	0.139	0.159
O	6.089	6.389	28.369	-0.184	0.057	0.073
O	8.108	15.597	26.92	0.255	-0.148	0.033
O	12.357	11.421	27.086	0.191	-0.135	-0.1
O	15.13	0.155	28.202	0.014	-0.004	0.117
O	13.573	0.711	30.16	-0.123	0.023	-0.011
O	14.747	4.507	32.588	-0.073	-0.241	0.04
O	13.242	3.139	30.938	-0.014	-0.012	0.12
O	10.358	3.868	32.137	-0.281	-0.221	0.219
O	9.721	8.098	28.461	-0.135	0.072	0.09
O	12.302	7.824	29.288	-0.047	-0.199	0.281
O	12.778	10.501	29.524	0.107	-0.059	0.143
O	17.186	9.06	28.293	0.008	-0.076	0.021
O	16.123	12.732	30.022	0.073	0.017	0.15
O	-0.391	2.064	29.771	-0.163	-0.106	-0.051
O	0.762	1.632	32.105	-0.199	0.011	0.478
O	4.415	-3.005	29.76	-0.011	-0.235	-0.091
O	3.323	0.582	25.609	0.018	-0.093	-0.119
O	4.979	1.181	30.022	0.1	-0.122	0.096
O	2.272	1.742	29.874	0.135	-0.245	0.21
O	-1.866	7.129	32.988	-0.328	0.111	-0.156
O	3.458	0.952	32.144	-0.194	0.102	0.185
O	8.889	2.792	30.329	-0.029	-0.02	0.061
O	-0.691	11.142	32.05	-0.157	0.057	0.253
O	1.364	12.755	32.102	0.105	0.036	0.242
O	2.673	8.43	30.136	0.16	0.067	0.191
O	7	2.281	28.708	-0.063	0.09	0.283
O	7.637	0.423	30.308	-0.154	-0.16	0.129
O	6.059	1.261	32.428	0.097	-0.111	0.176
O	11.17	1.529	31.007	-0.23	0.019	0.093
O	8.917	-3.851	30.988	0.052	-0.154	0.013
O	5.057	7.293	30.507	0.261	0.027	-0.092
O	2.909	6.03	31.362	0.067	-0.102	0.171
O	11.025	2.134	34.357	0.198	0.07	0.308
O	11.132	6.176	27.492	0.138	-0.085	0.161
O	8.294	10.12	29.402	-0.063	-0.046	0.132
O	1.366	10.686	30.393	0.058	-0.041	0.257
O	9.38	15.271	22.526	-0.105	-0.376	-0.205
O	7.695	7.677	30.167	0.245	0.116	-0.062
O	9.995	6.518	32.109	0.165	-0.161	0.109
O	8.513	3.062	34.56	0.461	-0.237	-0.439
O	15.757	-0.262	31.012	-0.115	0.016	0.099
O	13.823	-3.533	28.702	-0.066	0.17	0.079
O	14.115	8.731	30.968	-0.081	-0.145	0.296
O	10.359	10.127	34.504	-0.221	0.169	-0.178
O	12.384	5.423	31.778	-0.105	0.011	0.282
O	16.851	6.068	32.155	-0.212	0.067	-0.033
O	11.173	12.58	29.282	-0.135	-0.096	0.008
O	10.935	14.226	31.315	-0.056	0.036	0.145
O	12.057	8.204	32.599	-0.123	-0.075	0.199
O	14.078	9.688	33.434	-0.019	-0.038	0.399
Si	0.03	0.014	5.466	-0.025	0.043	-0.173
Si	2.72	2.708	5.447	-0.074	-0.046	-0.008
Si	0	5.423	5.591	0.003	0.029	-0.048
Si	2.726	8.241	5.633	0.049	0.08	-0.017
Si	-0.044	11.042	5.589	0.072	-0.038	0.009
Si	2.694	13.786	5.423	0.095	0.003	-0.102
Si	5.425	0.008	5.298	0.013	-0.005	-0.188
Si	8.082	2.762	5.56	0.021	0.025	-0.031
Si	5.398	5.477	5.553	-0.051	-0.031	-0.004
Si	8.119	8.303	5.617	0.058	-0.027	0.077
Si	5.458	11.019	5.553	0.018	0.024	-0.03
Si	8.212	13.735	5.4	0.004	0.044	-0.068
Si	10.916	0.025	5.519	-0.002	-0.028	-0.049
Si	13.706	2.666	5.547	-0.099	-0.032	-0.077
Si	10.894	5.429	5.715	-0.025	-0.046	0.072
Si	13.623	8.248	5.624	0.075	0.009	0.061
Si	10.881	11.055	5.483	0.021	-0.008	0.01
Si	13.71	13.701	5.609	-0.012	0.073	0.032
Si	1.381	1.362	6.864	0.016	0.022	-0.028
Si	4.05	4.073	6.882	0.041	0.038	-0.022
Si	1.36	6.826	6.94	0.005	-0.045	0.001
Si	4.114	9.63	6.934	0.003	-0.079	-0.003
Si	1.386	12.399	6.877	-0.086	-0.043	-0.037
Si	4.101	15.099	6.796	-0.069	0.01	-0.024
Si	6.733	1.326	6.831	0.053	0.058	-0.021
Si	9.479	4.064	6.979	0.01	0.05	-0.005
Si	6.774	6.86	6.926	-0.056	0.067	-0.04
Si	9.553	9.659	6.91	-0.041	-0.003	-0.068
Si	6.861	12.387	6.85	-0.025	-0.036	0.005
Si	9.549	15.05	6.859	0.015	-0.01	-0.012
Si	12.3	1.341	6.912	0.072	-0.029	-0.021
Si	15.031	4.058	6.936	0.023	0.029	-0.023
Si	12.275	6.854	6.981	-0.069	0.1	0.033
Si	15.019	9.625	6.946	-0.046	-0.038	0.004
Si	12.28	12.34	6.912	0.014	-0.006	-0.05
Si	15.079	15.088	6.912	-0.054	-0.033	-0.037
Si	0.019	2.705	8.275	-0.058	-0.029	-0.01
Si	2.752	0.012	8.239	0.025	0.061	-0.018
Si	-0.006	8.224	8.277	0.034	0.042	-0.003
Si	2.727	5.452	8.285	-0.034	0.003	0
Si	0.016	13.71	8.279	0.045	0.035	0.02
Si	2.729	11.001	8.256	0.048	0.006	0.019
Si	5.433	2.717	8.245	-0.026	0.001	0.003
Si	8.152	0	8.214	0.002	-0.036	-0.015
Si	5.446	8.237	8.299	-0.032	-0.05	0.049
Si	8.148	5.49	8.295	0.073	0.013	0.03
Si	5.455	13.725	8.204	0.029	-0.009	-0.017
Si	8.181	11.007	8.266	0.042	-0.003	0.01
Si	10.912	2.705	8.275	-0.004	0.012	0.034
Si	13.674	-0.001	8.284	-0.043	0.005	0.032
Si	10.895	8.251	8.287	0.034	-0.046	0.012
Si	13.667	5.458	8.287	0.057	0.017	0
Si	10.905	13.698	8.263	0.021	0.011	0.002
Si	13.631	10.968	8.295	-0.051	-0.105	0.001
Si	1.363	4.09	9.647	0.019	0.027	-0.001
Si	4.095	1.366	9.637	-0.018	0.022	0.008
Si	1.376	9.598	9.622	-0.025	-0.031	0.008
Si	4.093	6.838	9.643	0.012	0.032	0.012
Si	1.395	15.054	9.637	-0.029	-0.048	-0.006
Si	4.12	12.342	9.612	-0.036	-0.034	-0.007
Si	6.801	4.09	9.634	0	0.032	-0.006
Si	9.531	1.34	9.617	0.044	-0.01	-0.007
Si	6.836	9.608	9.637	0.021	-0.029	0.008
Si	9.541	6.857	9.642	-0.043	0.028	0.022
Si	6.822	15.043	9.615	-0.025	0.039	-0.006
Si	9.559	12.327	9.648	-0.02	-0.02	0.014
Si	12.282	4.089	9.63	-0.053	0.019	-0.001
Si	15.041	1.36	9.647	0.001	0.045	-0.01
Si	12.28	9.585	9.658	0.016	0.013	0.024
Si	15.037	6.841	9.637	-0.025	-0.014	0.012
Si	12.289	15.035	9.634	0.019	-0.007	0.002
Si	15.033	12.324	9.631	-0.008	0.014	-0.01

Results
total energy: -115452.085 eV
total energy less fixed offsets of O -438.04, Si -107.15 eV per atom: 2.655 eV
